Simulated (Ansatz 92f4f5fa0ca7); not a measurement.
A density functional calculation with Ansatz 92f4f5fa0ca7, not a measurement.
Periodic cell of 223 atoms, Si131O90As2, from a study of silicon, its oxide and their interface. The atomic structure is a simulated model.
Doubt: the cutoff is far below the 930 eV that the study's wrapper takes by default for these files, so forces and energies are approximate.

Settings: functional PBE; potential files Ansatz PAW; basis plane waves; wave-function cutoff 580 eV; density cutoff ratio 5; exchange-correlation grid ratio 1; k mesh 1 x 1 x 1, Gamma-centred; self-consistency stop 5e-08 eV per atom in the density residual; occupations fixed; spin none; net charge 0.

Cell vectors (angstrom)
a  10.938  0  0
b  0  10.938  0
c  0  0  32.1988

Atoms and the computed forces on them: element, x, y, z (angstrom), force x, y, z (eV/angstrom)
Si  10.5856  0.2303  24.8481  -0.0004  -0.0106  0.0217
Si  5.7373  10.6823  24.7331  0.0119  0.0021  -0.0089
Si  2.476  2.9183  24.6263  0.007  0.0064  0.0106
Si  8.4233  2.4685  24.8116  -0.0011  -0.0074  -0.013
Si  0.2712  5.1699  24.7418  0.0128  0.0037  -0.0082
Si  5.154  5.7529  24.6737  -0.01  -0.0043  0.0066
Si  2.9326  8.0118  24.5849  -0.0027  -0.0175  0.011
Si  7.937  8.4373  24.7208  0.0081  0.0055  0.0088
Si  1.327  1.3854  26.0264  0.0138  -0.0089  -0.0133
Si  6.8449  1.3143  26.1076  -0.0173  0.0122  -0.0096
Si  4.0422  4.1102  25.971  0.0022  -0.0053  0.0021
Si  9.6042  4.0634  26.0726  -0.0133  0.0155  -0.0037
Si  1.3947  6.831  25.986  -0.0026  0.007  0.0029
Si  6.7664  6.8532  26.0158  0.007  -0.0037  -0.0077
Si  4.0996  9.5394  25.9871  -0.0131  0.0053  -0.0025
Si  9.4656  9.5735  26.1321  0.0086  -0.0119  -0.0127
Si  2.7265  -0.0048  27.3406  -0.0049  0.0004  -0.0037
Si  8.1596  -0.0158  27.5379  -0.0049  -0.013  0.058
Si  0.0056  2.721  27.4729  0.0081  0.0038  0.0554
Si  5.437  2.7503  27.351  0.0055  -0.007  -0.0055
Si  2.7243  5.4693  27.4128  0.0052  0.0057  0.0275
Si  8.1824  5.4719  27.3499  0.0013  0.0007  -0.0008
Si  -0.0075  8.1861  27.3641  0.0012  -0.0019  -0.0049
Si  5.4355  8.2015  27.4341  -0.0024  -0.0087  0.0384
Si  4.0825  1.3735  28.7339  -0.0012  -0.0056  0.0073
Si  9.5708  1.3601  28.8334  -0.0048  -0.0069  -0.0253
Si  1.362  4.1148  28.8024  -0.0014  0.004  -0.0226
Si  6.8234  4.0992  28.7362  0.0032  0.0075  0.0087
Si  4.0903  6.8222  28.7947  -0.0124  0.0015  -0.0235
Si  9.5559  6.8276  28.7438  0.0057  0.0007  0.006
Si  1.367  9.5636  28.7354  -0.0014  -0.0001  0.0061
Si  6.7832  9.5514  28.8419  0.0182  0.0199  -0.0269
Si  0.014  -0.0173  30.1491  0.0117  0.0075  0.0053
Si  5.4376  0.0232  30.1501  -0.0045  -0.0128  0.0241
Si  2.7349  2.7363  30.1403  -0.0133  -0.0117  0.0107
Si  8.189  2.7469  30.1425  0.0109  0.0027  0.0183
Si  -0.0136  5.48  30.1446  -0.0063  -0.001  0.0123
Si  5.4736  5.4618  30.1408  0.0147  0.0082  0.0083
Si  2.7235  8.207  30.1387  0.0076  0.0025  0.0052
Si  8.2056  8.194  30.1477  -0.0105  -0.0141  0.0058
Si  1.3673  1.3673  31.515  0.0802  -0.0208  -0.0225
Si  6.8362  1.3673  31.515  -0.0584  0.1005  -0.0626
Si  4.1018  4.1018  31.515  0.0543  -0.0583  -0.037
Si  9.5708  4.1018  31.515  -0.1255  0.0252  -0.0692
Si  1.3673  6.8362  31.515  -0.0699  0.0712  -0.0989
Si  6.8362  6.8362  31.515  0.0253  -0.1017  0.011
Si  4.1018  9.5708  31.515  -0.1019  0.0854  -0.061
Si  9.5708  9.5708  31.515  0.0343  -0.0688  -0.0097
Si  2.7345  0  0.6835  0.0426  -0.014  0.1178
Si  8.2035  0  0.6835  -0.0261  0.0193  -0.0147
Si  0  2.7345  0.6835  -0.1735  -0.0967  -0.0337
Si  5.469  2.7345  0.6835  0.1269  -0.0603  0.0842
Si  2.7345  5.469  0.6835  -0.093  0.1852  -0.251
Si  8.2035  5.469  0.6835  0.0543  -0.1073  0.0903
Si  0  8.2035  0.6835  0.1005  -0.0994  0.039
Si  5.469  8.2035  0.6835  0.0718  0.1787  -0.09
Si  4.1068  1.3745  2.0601  0.0396  -0.0101  0.0317
Si  9.5733  1.3518  2.0617  -0.0169  0.0459  0.0273
Si  1.3449  4.129  2.0128  0.0588  0.0652  0.1114
Si  6.8354  4.1025  2.0636  0.0187  -0.057  0.0231
Si  4.0892  6.8607  2.0217  -0.0765  -0.0493  0.0994
Si  9.5765  6.8307  2.0467  -0.0184  -0.0103  0.0407
Si  1.3836  9.558  2.0506  0.0184  0.0249  0.0356
Si  6.8344  9.5817  2.057  -0.0339  0.015  0.0138
Si  0.0236  -0.0208  3.4067  -0.0329  -0.029  -0.0763
Si  5.4814  0.01  3.4743  0.003  -0.057  -0.0917
Si  2.7505  2.8221  3.3334  0.0183  -0.0306  -0.015
Si  8.1916  2.703  3.4622  0.0579  -0.0162  -0.1034
Si  0.012  5.4787  3.4374  -0.0503  -0.0114  -0.1084
Si  5.4489  5.5132  3.352  0.0179  -0.0489  0.0077
Si  2.768  8.2187  3.4517  -0.0191  0.0276  -0.1059
Si  8.2133  8.2077  3.3905  0.0184  0.0153  -0.0799
Si  1.4208  1.416  4.6457  0.0071  0.0448  0.04
Si  6.9541  1.2275  4.8809  -0.1487  0.1187  0.1828
As  4.2808  3.9947  4.8259  -0.1703  0.1872  -0.2271
Si  9.601  4.0592  4.7822  0.0015  -0.004  0.0509
Si  1.3977  6.846  4.7917  0.0934  -0.0712  0.0731
Si  6.8105  6.8666  4.7176  -0.0633  -0.0164  0.0204
Si  4.1602  9.5519  4.8635  0.0192  0.0005  0.0627
Si  9.6058  9.5118  4.7792  0.0183  -0.0012  0.0931
Si  2.7673  0.1077  6.0499  0.0362  -0.0288  -0.0102
Si  8.2743  -0.1433  6.2874  -0.1111  0.0921  -0.0707
Si  0.062  2.6588  6.0979  0.0013  0.0502  0.0289
As  5.9765  2.215  6.8152  0.4464  -0.3818  0.0089
Si  2.8261  5.4721  6.0544  0.0314  -0.0833  0.0646
Si  8.1385  5.4414  6.0106  0.0664  -0.0541  -0.0006
Si  0.021  8.163  6.1583  0.0237  0.0045  -0.0158
Si  5.5567  8.1762  6.2617  -0.0492  0.0016  0.0323
Si  3.8769  1.4468  7.6858  0.1691  0.2022  -0.2023
Si  9.8554  1.1149  7.4799  -0.0513  0.0106  -0.032
Si  1.7538  3.7845  7.2829  -0.0604  0.0549  -0.1821
Si  6.7318  4.3678  7.5604  -0.2498  -0.1048  -0.1407
Si  4.3991  6.5414  7.5093  0.0406  -0.0032  -0.0793
Si  9.3633  6.8874  7.3682  0.0803  -0.0546  -0.0622
Si  1.164  9.9067  7.2877  -0.0266  -0.0289  -0.0235
Si  7.2052  9.1617  7.6922  -0.0316  0.1044  -0.0312
O  8.3262  7.9928  7.9892  0.0103  0.0159  0.0217
O  2.9226  2.7698  7.8564  -0.0732  -0.0189  0.0827
O  9.5195  1.355  24.2502  -0.0031  0.0084  0.0146
O  4.0505  6.87  24.1131  0.0052  0.005  -0.0024
O  0.0709  0.0174  7.9853  0.0284  -0.0423  0.0431
O  5.4617  5.3422  7.9762  -0.0408  0.1674  0.0602
O  6.8465  9.5709  24.1863  -0.0048  0.0006  0.0127
O  1.3654  4.062  24.1532  -0.0068  -0.0046  0.0086
O  3.8155  7.2547  8.9062  -0.0636  0.024  0.0423
O  1.0904  4.4028  8.6375  -0.0266  0.0621  0.0676
O  9.8695  5.9738  8.6507  0.0213  -0.0024  0.049
O  2.2069  9.3602  8.4371  -0.0102  -0.0108  0.021
O  7.5484  3.9906  8.942  -0.0132  -0.0512  -0.0419
O  4.2303  0.8886  9.2006  -0.0088  -0.0219  -0.0258
O  6.757  9.548  9.2297  -0.0197  0.0056  0.0664
O  9.1864  1.8405  8.8035  0.0125  0.0217  0.0581
O  7.7049  3.1533  23.5052  0.0019  0.001  0.0106
O  10.4946  5.8427  23.4298  -0.0039  0.0031  0.0097
O  5.0934  0.4408  23.3948  -0.0032  -0.0004  0.0109
O  5.8586  5.0965  23.3393  0.007  -0.0049  0.0115
O  3.1008  2.2081  23.2614  0.0045  -0.0062  0.0056
O  2.295  8.7191  23.2145  -0.0055  0.0086  0.005
O  8.6138  7.7527  23.3811  0.0021  -0.0033  0.0048
O  0.2357  10.3445  23.5731  0.0035  0.0005  -0.0082
Si  4.39  1.5716  22.4613  -0.0052  -0.0006  -0.0274
Si  3.502  7.9104  14.0231  0.0065  -0.0011  -0.0153
Si  7.1234  0.9558  14.6581  -0.0118  0.0121  -0.0296
Si  0.9434  9.3554  22.512  0.0044  -0.0027  -0.0284
Si  1.1697  4.2925  11.8548  0.0033  -0.0004  -0.0049
Si  6.2735  8.9525  15.3115  0.0037  0.0015  -0.0231
Si  0.7225  1.3484  12.2869  -0.0143  0.0107  0.0008
Si  8.631  4.9498  20.5013  0.0008  -0.0002  -0.029
Si  0.3787  5.679  9.3225  -0.0119  -0.0043  0.0324
Si  5.1232  3.1242  17.9581  0.0026  -0.0018  -0.0241
Si  0.9114  3.7452  16.7497  -0.0012  0.001  -0.0291
Si  10.4184  2.8464  19.225  0.0001  0.0009  -0.0273
Si  5.2802  1.1602  10.4509  0.0279  -0.0139  0.0523
Si  0.8978  0.1742  19.8366  0.0009  0.0007  -0.0261
Si  6.6674  9.4305  10.8699  -0.0112  0.0036  -0.0018
Si  9.3553  9.6725  18.3111  -0.0012  -0.0013  -0.0243
Si  9.4223  9.2176  12.56  -0.0058  0.0008  -0.0048
Si  6.5689  3.8471  22.5723  -0.0021  0.0047  -0.0286
Si  2.4501  8.0487  9.3542  0.025  -0.0196  0.033
Si  10.6048  7.359  17.0691  0.003  -0.0048  -0.0238
Si  2.5302  6.2791  16.5764  0.0019  -0.0029  -0.0199
Si  10.1893  4.4777  14.195  -0.0127  -0.0298  -0.019
Si  6.1528  9.18  18.5082  0.0004  -0.002  -0.026
Si  7.9885  2.5743  9.6399  0.0204  0.0267  0.001
Si  8.9306  2.1122  12.4837  -0.0135  0.0129  -0.0264
Si  5.3514  6.2441  18.066  0.0006  0  -0.0218
Si  3.935  0.5524  19.4639  0.0037  -0.0003  -0.0268
Si  4.2549  3.8353  12.0855  0.0165  -0.0101  -0.0268
Si  5.5537  6.5773  12.1319  0.005  -0.0099  -0.0128
Si  8.0264  2.5036  17.2195  -0.0035  -0.004  -0.0274
Si  4.3699  2.4872  14.9803  0.0281  -0.0132  -0.035
Si  1.5688  1.2044  15.2577  0.0046  0.0058  -0.0285
Si  1.603  9.3964  12.0202  -0.0041  0.0025  0.0044
Si  8.0659  6.8362  13.855  -0.0009  -0.0006  -0.0173
Si  10.3996  9.8235  15.4755  -0.0015  -0.0021  -0.0227
Si  9.8044  7.0145  22.5419  -0.0004  -0.0031  -0.0223
Si  8.117  5.4809  17.3967  0.0006  0.0001  -0.0257
O  6.0637  7.923  11.2702  0.0012  0.0008  0.0007
O  6.0277  9.1857  16.8909  0.0009  0  0.0202
O  7.7162  1.323  13.1895  0.0009  -0.0007  0.0255
O  0.9773  1.7467  13.8459  0.0069  -0.0068  0.0146
O  9.425  6.267  16.8659  0.0029  0.0021  0.0142
O  6.7751  6.1879  13.1268  -0.0024  0.0007  0.0082
O  5.1421  4.6641  18.6182  0.0003  -0.0011  0.0152
O  9.2527  2.1574  18.2616  0.0026  0.0004  0.0165
O  2.3794  0.0964  19.0677  -0.0008  0  0.0146
O  9.424  10.2202  16.7482  -0.0001  -0.0001  0.017
O  2.7788  4.4365  11.7043  0.0025  -0.0021  0.0094
O  5.0799  10.3198  19.0954  -0.0027  0.0025  0.015
O  9.4601  3.1789  13.5668  0.0235  0.0255  0.0217
O  0.4699  1.7627  19.9553  0.0007  -0.0011  0.0167
O  3.1898  1.3423  15.1105  -0.0066  0.0056  0.009
O  8.1765  5.3712  19.0094  0.0039  -0.0012  0.0204
O  3.9077  6.6035  17.3888  -0.0019  -0.0005  0.0129
O  4.614  3.2762  16.399  0.004  -0.0023  0.0095
O  9.0573  5.6364  14.3035  0.0059  -0.0092  0.0157
O  5.4474  2.7621  22.1201  0.002  -0.0007  0.0169
O  10.7157  4.1907  15.6927  0.0008  0.0039  -0.0031
O  0.3665  3.8652  18.2836  -0.0019  -0.003  0.0179
O  10.4393  10.5192  19.1974  0.0037  0.0008  0.0149
O  9.6578  9.9971  14.0186  0.0047  -0.003  0.0132
O  10.9008  8.1259  22.082  0.0003  -0.0003  0.0156
O  1.1892  2.1586  16.5166  -0.0002  0.005  0.0058
O  9.7408  3.75  20.4078  -0.0007  0.0004  0.0166
O  8.1516  4.028  16.6686  0.0028  -0.0008  0.0153
O  -0.0102  9.0842  11.8907  0.0065  -0.0007  0.0036
O  6.6105  2.428  18.0309  0.0047  0.002  0.0127
O  5.5979  10.6685  11.2427  0.0187  -0.0166  0.0067
O  7.7654  9.5879  18.828  0.0022  -0.0002  0.0153
O  10.0734  0.9872  12.0875  0.0224  0.0018  0.0139
O  1.2084  7.0487  9.1013  0.0044  -0.0223  -0.0257
O  0.6092  4.7582  13.3186  -0.0109  -0.0076  0.0145
O  5.7244  7.6191  18.9811  0.0012  -0.0005  0.0162
O  5.2364  5.0557  11.5318  -0.0057  0.0001  0.0227
O  2.7251  6.968  15.1108  0.0003  -0.0025  0.0149
O  0.9211  2.7228  11.4426  0.0029  -0.0165  0.0094
O  0.874  10.6817  15.531  0.0022  0.0043  0.0106
O  2.4535  8.5955  10.8809  0.0083  -0.0145  -0.0055
O  4.668  2.3954  11.3666  -0.02  0.0153  0.0253
O  4.2013  3.5424  13.7206  0.004  -0.0157  0.0255
O  2.2432  4.6645  16.4983  -0.0022  0.0012  0.014
O  10.734  8.2398  15.6908  0.0009  -0.0002  0.0153
O  6.9146  10.2925  14.6733  -0.0015  -0.0011  0.0133
O  2.3596  8.9311  13.4073  -0.0029  0.001  0.0071
O  8.0216  1.5127  15.9158  -0.0036  0.0037  0.0205
O  4.1403  6.9788  12.8479  -0.0005  0.0005  0.0097
O  4.1954  2.0089  18.7288  -0.0009  -0.0032  0.0165
O  7.2939  4.4145  21.2451  -0.002  -0.0009  0.0177
O  8.5089  2.9259  11.1416  0.0079  -0.0246  0.0165
O  1.1887  6.838  17.3504  -0.0015  0.0007  0.0149
O  5.6742  1.6168  14.6939  -0.015  0.0191  0.0132
O  8.1568  9.7208  11.5841  0.001  0.0026  0.0008
O  9.2054  6.2884  21.2218  0.0006  0.0005  0.0155
O  8.9951  7.684  12.8468  -0.0007  0.0001  0.0117
O  1.6905  0.102  11.8569  0.0019  -0.0004  0.0053
O  6.6492  6.1399  17.0521  0.0014  -0.0016  0.0146
O  7.4114  7.7999  15.0178  0.0016  0.0006  0.0146
O  1.2204  10.2873  21.2106  0.0015  -0.0007  0.0143
O  10.0561  8.1976  18.3479  -0.0006  -0.0002  0.0125
O  3.9549  0.8408  21.0768  0.0011  0.0024  0.019
O  0.3151  5.2946  10.8892  0.0089  -0.0043  0.0072
O  6.7044  1.5988  9.7995  -0.0155  0.0241  0.0589
O  4.7872  8.6876  14.6758  -0.0021  -0.0032  0.0123

Results
free energy: -144176.652 eV
free energy less fixed offsets of As -4856.12, O -568.88, Si -635.61 eV per atom: -0.302 eV

The program warned: the cutoff lies below the one the program advises for these potential files; the exchange-correlation potential is rough where the density is thin.
